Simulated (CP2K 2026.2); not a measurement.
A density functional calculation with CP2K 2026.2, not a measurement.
Periodic cell of 509 atoms, Si360O149, from a study of silicon, its oxide and their interface. The atomic structure is a simulated model.
Doubt: the forces sum to 1.35 eV/angstrom along one axis rather than to zero, so they err by at least 0.0026 eV/angstrom per atom on average; the grid cutoff is modest.

Settings
functional: PBE
method: Gaussian and plane waves
basis set: DZVP-MOLOPT-SR-GTH
pseudopotentials: GTH-PBE
grid cutoff: 350 Ry, relative cutoff 50 Ry
k points: Gamma only
occupations: fixed
spin: none
net charge: 0

Cell vectors (angstrom)
a 16.32 0 0
b 0 16.32 0
c -3.0778 -0.9733 33.9864

Atoms and the computed forces on them: element, x, y, z (angstrom), force x, y, z (eV/angstrom)
Si 14.237 15.563 1.457 -0.047 -0.005 0.047
Si 1.34 1.323 1.184 0.09 -0.085 0.761
Si 14.386 4.546 1.433 -0.115 0.205 0.506
Si 0.755 7.423 1.422 -0.127 0.141 0.727
Si 15.373 9.16 1.585 0.248 -0.323 0.571
Si 1.937 11.869 1.578 0.046 -0.223 0.589
Si 4.579 14.673 1.354 -0.041 -0.017 -0.068
Si 6.529 13.625 0.287 -0.013 -0.022 0.012
Si 4.315 3.708 1.037 0.304 -0.295 0.55
Si 7.189 11.975 1.811 0.057 -0.046 -0.042
Si 5.376 10.902 2.795 0.025 0.016 -0.025
Si 11.581 12.736 1.602 -0.12 0.351 0.623
Si 9.87 14.526 1.702 0.054 -0.031 -0.075
Si 12.605 1.076 1.6 0.119 -0.294 0.413
Si 9.301 4.256 1.327 0.105 -0.077 0.643
Si 12.746 6.374 1.338 0.026 0.04 -0.041
Si 9.519 11.259 32.694 0.027 -0.092 0.173
Si -2.162 12.152 32.868 0.149 -0.089 0.073
Si -0.089 0.017 2.563 0.005 -0.002 -0.083
Si 2.729 2.698 2.524 0.007 0.011 -0.066
Si -0.108 5.542 2.616 0.033 -0.001 -0.105
Si 2.63 8.293 2.605 -0.004 -0.051 -0.074
Si 0.083 10.92 2.736 -0.02 0.03 -0.049
Si 2.917 13.617 2.75 -0.014 0.015 -0.015
Si 5.575 16.179 2.86 0.01 -0.024 -0.02
Si 8.185 2.644 2.663 -0.034 0.076 -0.012
Si 5.435 5.277 2.518 0.004 0.003 -0.073
Si 8.827 10.209 1.618 -0.109 0.041 0.749
Si 3.577 10.141 1.423 -0.037 -0.009 -0.051
Si 8.282 13.54 3.138 0.075 -0.028 0.024
Si 10.921 -0.03 2.842 0.006 -0.021 -0.05
Si 13.599 2.794 2.838 0.046 0.01 0.003
Si 12.145 4.088 4.123 -0.015 0.015 -0.048
Si 13.634 8.083 2.748 -0.007 0.046 -0.058
Si 10.699 10.971 2.866 -0.02 -0.038 -0.111
Si 13.425 13.733 2.735 -0.032 -0.034 -0.11
Si 15.052 1.425 4.085 -0.003 -0.03 -0.021
Si 1.352 4.118 3.882 -0.02 -0.054 0.012
Si 14.943 6.776 4.178 0.022 0.037 -0.013
Si 1.37 9.551 4.165 0.022 -0.024 -0.04
Si 14.917 12.304 3.951 -0.003 0.021 0.012
Si 1.341 14.972 3.929 0.011 0.019 -0.014
Si 4.073 1.332 3.975 0.007 -0.004 -0.026
Si 6.772 3.999 3.997 -0.014 0.009 0.022
Si 4.041 6.771 3.839 0.063 0.028 -0.031
Si 6.678 9.417 4.093 0.016 0.04 -0.009
Si 4.145 12.286 4.225 -0.019 -0.039 -0.005
Si 6.856 14.933 4.32 -0.005 -0.004 -0.002
Si 9.533 1.372 4.103 0.055 -0.014 0.023
Si 10.92 5.455 2.597 -0.019 0.023 0.016
Si 9.553 6.867 3.954 -0.035 -0.037 -0.009
Si 12.203 9.517 3.985 -0.021 0.013 0.026
Si 9.543 12.179 4.475 -0.007 0.037 0.026
Si 12.226 14.991 4.284 -0.021 0.004 0.012
Si 13.665 0.069 5.479 0.012 -0.035 -0.037
Si 0.074 2.787 5.396 0.039 0.017 0.009
Si 13.56 5.413 5.476 0.008 0.016 -0.012
Si 0.002 8.162 5.476 -0.017 0.005 0.056
Si 13.592 10.895 5.342 -0.01 0 0.005
Si -0.005 13.616 5.344 0.016 -0.013 -0.008
Si 2.685 0.003 5.351 0.03 -0.002 -0.007
Si 5.411 2.688 5.391 0.031 -0.011 -0.031
Si 2.7 5.456 5.286 0.006 -0.002 0.014
Si 5.344 8.053 5.395 -0.022 -0.037 0.002
Si 2.739 10.897 5.499 -0.016 0.004 0.025
Si 5.477 13.582 5.612 0.002 0.005 0.046
Si 8.215 0.038 5.54 -0.032 0.018 0.012
Si 10.857 2.714 5.493 -0.02 0.015 0.02
Si 8.168 5.436 5.301 -0.003 -0.014 -0.026
Si 10.88 8.166 5.406 -0.024 0.024 -0.011
Si 8.053 10.762 5.544 0.005 0.009 -0.008
Si 10.918 13.62 5.666 0.012 0 0.023
Si 15.006 14.973 6.782 0.024 0.012 -0.005
Si 1.39 1.385 6.757 -0.01 0.003 0.014
Si 14.977 4.073 6.789 -0.013 -0.005 0.005
Si 1.381 6.774 6.764 0.017 0.013 0.004
Si 14.934 9.545 6.765 -0.018 0.013 -0.01
Si 1.33 12.269 6.776 -0.013 -0.029 -0.002
Si 4.036 14.991 6.801 -0.003 0.001 -0.013
Si 6.779 1.383 6.812 0.016 -0.005 0.01
Si 4.053 4.094 6.706 -0.019 0.019 -0.015
Si 6.788 6.747 6.725 0.016 0.013 -0.009
Si 4.069 9.471 6.804 0.006 -0.003 0.016
Si 6.793 12.18 6.924 -0.004 0.006 0.027
Si 9.53 14.995 6.931 0.001 -0.015 0.017
Si 12.264 1.384 6.835 -0.004 -0.004 0.008
Si 9.478 4.106 6.772 0.001 -0.004 -0.002
Si 12.22 6.808 6.796 -0.003 0.018 0.013
Si 9.506 9.456 6.828 -0.026 -0.013 0.001
Si 12.31 12.201 6.857 0.016 0.014 -0.003
Si 0.03 0.022 8.136 0.004 -0.003 -0.004
Si 2.734 2.741 8.125 0.008 -0.004 -0.009
Si 0.012 5.439 8.143 -0.008 0.012 0.008
Si 2.707 8.132 8.161 -0.002 0.006 0.018
Si -0.02 10.893 8.134 0.007 0.004 0.003
Si 2.689 13.616 8.153 -0.001 -0.003 -0.007
Si 5.419 0.013 8.16 0.004 0.003 -0.01
Si 8.139 2.748 8.158 -0.011 0.017 -0.004
Si 5.427 5.416 8.107 0.011 -0.008 -0.008
Si 8.132 8.096 8.149 0.005 -0.003 -0.003
Si 5.405 10.821 8.213 0.021 -0.001 0.02
Si 8.162 13.586 8.228 -0.015 0.013 0.014
Si 10.918 0.032 8.227 -0.002 -0.012 0.009
Si 13.626 2.732 8.18 0.006 -0.01 0.011
Si 10.857 5.442 8.144 -0.006 -0.008 -0.004
Si 13.59 8.175 8.141 -0.003 0 -0.003
Si 10.881 10.85 8.165 -0.013 0.033 -0.019
Si 13.657 13.603 8.17 0.004 -0.031 -0.002
Si -1.342 1.329 14.938 -0.001 0.005 -0.007
Si 1.374 4.071 14.91 -0.016 0.003 -0.015
Si 14.956 6.812 14.909 0.003 0.001 -0.012
Si 1.334 9.538 14.944 0.012 -0.006 -0.008
Si 14.952 12.233 15.014 -0.023 0.014 0.017
Si 1.38 14.955 15.011 -0.005 -0.016 0.024
Si 4.099 1.358 15.004 -0.007 0.014 0.018
Si 6.821 4.087 15.025 -0.011 0.012 0.008
Si 4.116 6.803 14.94 0.009 0.004 -0.005
Si 6.783 9.516 14.913 -0.021 0.005 -0.012
Si 4.063 12.258 14.94 0.011 -0.012 -0.014
Si 6.782 14.967 14.944 0.003 -0.002 -0.011
Si 9.532 1.382 14.963 0.018 -0.019 0.004
Si 12.229 4.075 14.925 -0.01 -0.016 -0.016
Si 9.517 6.784 15 -0.001 -0.002 0.017
Si 12.218 9.501 14.99 -0.005 0.01 0.012
Si 9.511 12.231 14.911 0 0.008 -0.012
Si 12.252 14.933 14.938 -0.002 -0.003 -0.011
Si 13.621 -0.043 16.293 0.003 -0.004 0.002
Si 0.037 2.694 16.263 0.006 0.013 -0.028
Si 13.606 5.436 16.237 0.008 -0.001 -0.021
Si -0.042 8.18 16.288 0.001 -0.003 0
Si 13.572 10.853 16.365 0.006 -0.002 0.003
Si 0.005 13.597 16.379 0.019 0.001 0.008
Si 2.757 -0.01 16.388 0.008 0.004 0.006
Si 5.464 2.717 16.383 0.014 0.008 0.031
Si 2.739 5.433 16.246 -0.004 0 -0.02
Si 5.475 8.162 16.311 0 -0.017 0.005
Si 2.686 10.915 16.29 -0.011 0.015 0.004
Si 5.418 13.611 16.31 -0.002 0.002 -0.001
Si 8.161 0.003 16.281 -0.012 -0.004 -0.014
Si 10.881 2.759 16.334 -0.002 0.013 0.016
Si 8.18 5.444 16.421 0.008 -0.016 0.01
Si 10.85 8.152 16.375 -0.006 -0.01 0.046
Si 8.114 10.902 16.246 -0.005 0.014 -0.023
Si 10.892 13.55 16.271 -0.013 0.011 -0.005
Si -1.378 14.945 17.737 0.02 -0.005 0.007
Si 1.36 1.368 17.694 0.023 0.018 0.005
Si -1.323 4.086 17.546 0.009 -0.01 -0.025
Si 1.393 6.827 17.545 0.006 -0.011 -0.048
Si -1.396 9.484 17.731 -0.009 0.014 -0.014
Si 1.349 12.218 17.748 -0.005 0.019 -0.008
Si 4.115 14.931 17.765 -0.008 0.001 0.024
Si 6.867 1.342 17.721 -0.006 0.014 -0.014
Si 4.045 4.104 17.679 -0.012 -0.011 -0.029
Si 6.821 6.852 17.761 -0.018 0.014 -0.014
Si 4.087 9.563 17.576 -0.012 -0.004 -0.044
Si 6.789 12.254 17.633 0.005 -0.007 0.015
Si 9.535 14.933 17.568 -0.01 0.012 -0.032
Si 12.28 1.362 17.592 0.013 -0.027 -0.033
Si 9.555 4.081 17.808 -0.009 -0.003 -0.022
Si 12.267 6.734 17.655 -0.015 -0.016 -0.019
Si 9.389 9.55 17.646 -0.018 -0.005 -0.03
Si 12.167 12.186 17.715 0.001 -0.005 0.012
Si -0.026 0.054 19.078 -0.023 -0.034 -0.029
Si 2.722 2.729 19.063 -0.002 -0.002 -0.065
Si 0.063 5.445 18.846 -0.024 -0.001 0.031
Si 2.711 8.224 18.879 0.016 0.012 -0.013
Si -0.032 10.831 19.105 0.011 0.037 -0.01
Si 2.688 13.598 19.132 -0.015 -0.029 -0.063
Si 5.578 -0.057 19.096 0.002 -0.023 -0.009
Si 8.214 2.659 19.162 -0.007 -0.002 0.022
Si 5.37 5.505 19.026 0.019 -0.031 0.017
Si 8.123 8.27 19.176 0.019 -0.019 0.043
Si 5.399 10.907 18.96 -0.017 -0.015 0.047
Si 8.206 13.594 18.949 0.003 0.012 0.022
Si 10.895 -0.02 18.866 -0.019 0.033 0.046
Si 13.672 2.728 18.896 -0.004 0.04 0.071
Si 10.941 5.48 19.147 -0.032 0.039 0.033
Si 13.565 8.075 19.075 -0.004 0.024 -0.007
Si 10.727 10.83 19.057 0.024 -0.007 -0.028
Si 13.564 13.516 19.058 0.012 -0.003 -0.007
Si -1.333 1.489 20.424 0.029 0.043 0.099
Si 1.36 4.173 20.346 0.051 -0.026 0.079
Si -1.231 6.734 20.304 0.029 0.076 0.039
Si 1.403 9.469 20.383 -0.022 -0.002 0.044
Si -1.522 12.062 20.456 -0.027 -0.041 0.092
Si 1.251 14.966 20.431 0.01 -0.018 0.003
Si 4.154 1.332 20.314 -0.035 0.03 0.003
Si 6.756 4.137 20.326 -0.25 -0.389 -0.25
Si 4.036 6.981 20.337 -0.038 -0.066 0.043
Si 6.634 9.653 20.527 0.028 -0.046 -0.002
Si 4.102 12.216 20.424 -0.018 -0.033 0.084
Si 7.015 14.913 20.469 -0.012 0.022 0.04
Si 9.679 1.223 20.446 -0.102 0.034 0.004
Si 12.398 4.026 20.368 -0.021 0.044 0.053
Si 9.957 7.307 20.385 0.016 -0.017 0.03
Si 12.096 7.97 28.287 -0.025 0.035 -0.015
Si 9.42 12.254 20.462 -0.001 -0.018 0.118
Si 12.204 14.97 20.27 -0.013 0.027 0.076
Si 13.167 0.427 21.47 -0.102 0.166 -0.574
Si -0.368 3.319 21.686 -0.212 0.023 -0.541
Si 14.224 4.952 21.528 0.029 -0.047 -0.026
Si 0.535 7.642 21.601 0.089 -0.119 -0.577
Si 11.746 9.072 20.258 -0.213 -0.308 -0.4
Si -0.159 13.52 21.718 -0.139 0.157 -0.62
Si 2.85 -0.096 21.628 -0.152 0.027 -0.624
Si 5.415 2.759 21.683 0.062 0.047 -0.633
Si 2.29 6 21.509 -0.212 0.082 -0.587
Si 4.804 8.732 21.769 0.003 0.01 0.018
Si 3.107 10.449 21.678 0.186 -0.034 -0.575
Si 7.97 0.951 28.206 -0.083 -0.093 -0.044
Si 8.907 -0.587 21.792 -0.007 0.009 -0.04
Si 11.524 2.179 21.553 0.031 0.019 -0.011
Si 10.616 5.017 23.967 0.121 -0.066 -0.15
Si 13.529 5.741 23.577 0.383 -0.233 -0.528
Si 7.549 11.458 21.771 -0.013 0.02 0.013
Si 10.538 13.984 21.606 -0.142 0.134 -0.566
Si 13.603 10.692 22.051 0.233 0.241 -0.553
Si 4.16 4.824 23.538 -0.133 0.061 -0.009
Si 1.679 14.157 25.727 -0.123 0.035 0.013
Si -1.265 8.47 23.806 0.091 -0.006 -0.103
Si 6.836 12.711 26.51 -0.044 0.01 -0.125
Si -2.332 9.394 31.686 0.027 -0.002 0.12
Si 7.904 6.002 26.954 0.055 0.072 0.005
Si 5.074 8.845 24.14 -0.186 -0.095 -0.678
Si 10.233 7.328 25.944 -0.028 0.097 -0.001
Si 13.785 3.261 25.432 0.035 0.041 -0.173
Si 1.428 11.812 23.767 0.1 -0.136 0.044
Si 5.901 13.178 21.62 -0.036 0.018 -0.095
Si 5.259 1.102 26.65 0.004 -0.042 0.049
Si 4.109 12.151 32.058 -0.268 0.176 0.526
Si 8.238 4 31.424 -0.143 -0.056 0.066
Si 3.523 1.146 31.95 -0.276 0.052 0.583
Si 6.873 10.881 31.346 -0.096 0.012 0.141
Si -1.441 15.634 23.649 -0.089 -0.018 -0.058
Si 8.06 1.686 33.234 0.06 0.001 0.235
Si 9.146 6.437 33.227 0.251 -0.324 0.509
Si 1.25 0.514 24.045 -0.059 -0.145 0.064
Si 8.069 8.183 2.63 0.04 0.018 -0.055
Si 4.767 6.704 31.18 0.09 -0.02 -0.079
Si 7.196 11.083 24.069 0.126 0.198 -0.688
Si 9.414 3.743 28.579 -0.082 -0.046 -0.034
Si 0.787 15.34 33.82 0.614 0.087 0.359
Si -2.078 5.071 32.629 -0.049 0.032 0.037
Si 12.776 1.036 30.365 0.13 -0.058 0.043
Si 5.471 1.839 0.016 -0.082 -0.019 0.013
Si 0.641 4.046 32.194 0.052 -0.113 0.031
Si 7.035 6.487 1.277 -0.085 0.073 0.718
Si 13.526 12.824 26.49 0.433 0.447 0.026
Si 9.951 10.115 25.113 0.037 0.092 -0.02
Si 11.842 12.37 23.946 -0.022 0.04 -0.07
Si 6.755 8.266 32.872 -0.015 0.061 0.005
Si 7.161 10.293 28.468 0.034 0.079 0.089
Si 3.427 3.054 28.226 0.055 -0.032 0.1
Si 12.967 2.362 33.27 -0.074 -0.107 0.014
Si 10.828 15.155 30.816 -0.102 -0.004 0.001
Si 7.745 -0.436 31.01 0.151 0.034 0.018
Si 10.139 10.328 28.265 0.04 0.028 -0.059
Si 7.083 0.938 1.448 0.018 0.017 -0.022
Si 0.039 13.7 31.299 0.067 -0.008 0.098
Si 5.051 14.603 23.245 0.306 -0.461 -0.24
Si 1.279 1.784 30.048 -0.017 -0.059 0.029
Si 3.198 7.906 26.382 -0.006 0.069 -0.049
Si 0.377 8.855 33.056 0.081 0.287 0.588
Si 11.503 13.673 33.335 -0.207 0.2 0.586
Si -1.272 14.603 26.579 -0.314 -0.475 0.063
Si -1.47 8.188 29.086 0.014 0.022 -0.05
Si 9.15 14.785 26.692 0.005 0.018 -0.039
Si 5.66 7.551 28.279 0.027 0.038 0.072
Si 8.723 6.079 21.985 0.368 0.417 -0.399
Si 12.55 3.423 28.345 -0.071 0.012 0.058
Si 4.444 14.392 26.304 -0.037 0.059 -0.087
Si 2.342 6.462 32.634 0.024 -0.025 0.139
Si 8.163 15.4 0.331 0.045 0.051 0.014
Si 11.458 2.2 23.872 0.037 -0.048 -0.696
Si 6.742 6.427 24.233 0.002 -0.056 -0.064
Si 9.232 0.027 24.094 -0.085 -0.199 -0.604
Si 6.478 1.001 23.967 -0.064 -0.001 0.052
Si 11.227 8.617 32.643 -0.055 0.049 0.104
Si 0.394 3.084 24.853 -0.01 0.056 -0.186
Si -0.956 -0.389 29.391 0.035 0.008 0.005
Si 1.025 9.505 28.061 0.012 0.065 0.031
Si 5.21 14.805 31.997 -0.123 -0.236 0.632
Si 2.578 4.956 26.018 -0.024 -0.064 -0.05
Si 5.103 3.612 30.818 0.063 -0.112 0.008
Si 11.198 13.152 28.432 -0.05 0.04 -0.093
Si 13.306 5.901 29.964 -0.055 0.015 -0.027
Si 1.609 10.932 30.875 -0.066 0.025 0.034
Si -0.668 10.576 25.77 0.1 0.056 -0.053
Si 14.981 1.353 9.522 -0.01 -0.015 0.004
Si 1.367 4.076 9.509 0.001 -0.015 -0.005
Si 14.963 6.809 9.497 0.005 0.011 -0.005
Si 1.338 9.518 9.494 -0.013 0.001 -0.003
Si 14.982 12.241 9.535 0.01 0.024 0.006
Si 1.359 14.979 9.52 0.011 0.01 0.005
Si 4.08 1.387 9.512 0.016 0.008 0.009
Si 6.777 4.087 9.513 -0.005 -0.012 0.01
Si 4.09 6.779 9.501 0.02 0.009 -0.008
Si 6.8 9.475 9.534 0.002 0.006 0.001
Si 4.042 12.235 9.516 -0.011 -0.012 -0.002
Si 6.775 14.967 9.533 -0.023 -0.017 0
Si 9.515 1.395 9.529 0.002 0.007 -0.005
Si 12.236 4.092 9.509 -0.002 0.013 -0.005
Si 9.503 6.774 9.522 -0.021 -0.015 0.002
Si 12.234 9.505 9.526 -0.002 -0.018 0.001
Si 9.543 12.222 9.548 0.01 0.015 0.01
Si 12.276 14.949 9.538 0.004 0.003 -0.001
Si 13.628 -0.009 10.894 0.014 -0.007 0.001
Si 0.017 2.714 10.881 -0.002 -0.003 0.007
Si 13.598 5.45 10.865 -0.014 -0.002 0.001
Si -0.009 8.166 10.873 0.003 0.006 0.003
Si 13.597 10.879 10.868 -0.009 0.014 -0.008
Si 0.013 13.608 10.882 0 -0.008 0.007
Si 2.726 0.015 10.866 -0.001 -0.005 -0.006
Si 5.443 2.725 10.883 -0.001 0.002 0
Si 2.734 5.429 10.875 0.004 -0.002 0.003
Si 5.434 8.13 10.891 0.007 -0.012 0.01
Si 2.686 10.877 10.873 -0.011 0 0.001
Si 5.414 13.596 10.876 0.008 0.01 0.008
Si 8.152 0.018 10.878 0.003 0.005 -0.004
Si 10.882 2.737 10.889 -0.009 -0.002 0.004
Si 8.146 5.427 10.879 0.005 0.01 0.004
Si 10.867 8.143 10.869 0 0.01 -0.005
Si 8.16 10.856 10.883 0 -0.008 0.003
Si 10.899 13.596 10.897 0.005 -0.018 0.005
Si 14.982 14.947 12.256 0.006 -0.016 0.004
Si 1.377 1.353 12.245 0.008 -0.01 0.003
Si 14.956 4.076 12.222 0.002 0.005 -0.004
Si 1.37 6.804 12.221 0.005 0.002 -0.003
Si 14.946 9.528 12.236 -0.011 0.006 0
Si 1.349 12.248 12.249 -0.002 0.014 0.002
Si 4.069 14.974 12.236 -0.02 0.008 -0.003
Si 6.8 1.374 12.253 -0.012 0.011 -0.002
Si 4.096 4.076 12.25 0.012 -0.017 -0.002
Si 6.807 6.784 12.25 0.008 -0.013 -0.002
Si 4.058 9.514 12.219 -0.001 0.016 -0.005
Si 6.787 12.233 12.222 -0.002 -0.002 0.005
Si 9.519 14.973 12.231 -0.006 0.007 -0.001
Si 12.245 1.353 12.229 0.007 -0.015 -0.006
Si 9.509 4.086 12.247 -0.011 0.005 -0.003
Si 12.23 6.799 12.231 -0.008 0.005 -0.004
Si 9.521 9.496 12.242 0.017 -0.009 0.005
Si 12.253 12.225 12.25 0.01 -0.001 0.009
Si 0.034 -0.021 13.609 0.007 0.01 -0.008
Si 2.749 2.702 13.602 0.003 0.006 -0.007
Si 0.004 5.441 13.567 0.002 -0.012 0.005
Si 2.717 8.163 13.603 -0.008 -0.011 0.016
Si -0.026 10.896 13.602 -0.004 0.009 0.001
Si 2.71 13.617 13.598 0.009 0.013 -0.009
Si 5.43 0.011 13.598 0.008 -0.011 -0.009
Si 8.159 2.735 13.621 0.002 -0.001 0.008
Si 5.469 5.422 13.616 -0.001 0.003 -0.003
Si 8.168 8.139 13.609 -0.003 0.003 -0.005
Si 5.412 10.879 13.575 -0.001 0 0.003
Si 8.146 13.607 13.575 -0.007 -0.003 0.009
Si 10.886 0.003 13.602 0 0.005 0.013
Si 13.605 2.704 13.589 -0.003 -0.006 0.007
Si 10.867 5.448 13.598 0.002 0.005 -0.006
Si 13.576 8.17 13.588 -0.011 -0.003 -0.007
Si 10.883 10.856 13.594 -0.006 -0.007 -0.009
Si 13.621 13.577 13.606 0.008 -0.001 -0.005
O -2.048 6.151 33.817 0.179 0.46 -0.293
O 4.608 3.292 29.31 0.26 0.129 -0.199
O 6.092 -0.494 23.496 0.518 -0.127 -0.057
O 12.296 9.808 21.628 -0.221 0.095 0.41
O 7.67 5.295 21.055 0.083 0.01 0.012
O 7.023 12.477 24.908 -0.173 0.275 -0.332
O 13.524 -0.129 22.99 -0.214 -0.181 0.478
O 2.01 12.87 24.821 0.297 0.139 -0.055
O 0.11 3.29 23.266 0.043 0.14 0.178
O -1.972 11.456 26.146 -0.047 -0.163 0.168
O 2.021 2.554 28.846 -0.301 0.252 -0.304
O -1.015 14.25 22.914 -0.223 -0.356 0.234
O 6.442 1.973 22.684 0.52 0.251 -0.007
O 0.257 14.026 26.478 -0.064 -0.31 0.444
O 7.514 0.34 29.624 -0.302 0.124 0.182
O 2.579 10.802 23.226 0.072 -0.07 0.247
O 9.575 4.92 22.743 0.046 -0.432 0.062
O 10.995 3.81 28.329 -0.025 0.135 -0.205
O 6.63 1.401 27.436 -0.111 0.584 0.149
O 10.407 7.213 32.512 0.163 -0.085 -0.2
O 12.13 1.814 0.2 0.2 -0.073 -0.402
O -1.662 9.324 30.22 0.355 0.525 0.044
O 1.469 10.26 29.415 0.243 0.139 -0.151
O 9.05 10.063 0.011 -0.22 0.097 -0.348
O 10.143 5.926 25.184 -0.372 -0.316 0.083
O 8.075 7.626 33.546 0.294 0.182 0.623
O 1.656 15.475 24.791 0.268 -0.076 0.079
O 9.228 15.238 31.021 0.034 -0.076 0.004
O 13.836 4.772 24.84 0.057 0.206 0.298
O -1.233 8.807 32.737 -0.359 -0.176 0.125
O 9.336 15.073 25.108 0.224 -0.347 -0.155
O -0.651 4.957 31.899 -0.058 0.305 -0.57
O 13.053 3.245 26.844 -0.366 -0.331 0.09
O 1.922 5.014 32.048 0.51 -0.028 -0.506
O 10.35 8.558 24.899 -0.069 -0.214 -0.54
O 8.896 2.243 28.38 0.389 -0.059 -0.061
O 10.2 10.47 26.66 0.03 0.109 0.079
O 5.853 7.068 32.306 -0.102 -0.398 0.029
O 7.063 9.304 31.68 0.43 -0.399 -0.201
O 8.86 7.324 26.815 -0.059 0.343 0.393
O 2.417 0.913 30.784 -0.14 -0.615 -0.4
O 1.801 12.464 0.048 0.152 0.183 -0.18
O 9.961 3.43 0.069 -0.287 -0.28 -0.124
O 12.992 2.236 24.446 0.331 -0.293 0.061
O 10.315 9.911 32.258 0.043 -0.042 -0.221
O 11.234 9.251 28.76 0.119 0.08 0.457
O 13.101 11.804 23.107 0.482 0.463 0.195
O 5.584 5.591 23.472 0.265 0.109 -0.548
O 6.727 6.382 27.982 -0.01 -0.354 0.175
O 1.172 4.327 25.517 -0.233 0.306 -0.089
O 5.158 7.376 29.789 -0.125 0.349 0.073
O 14.783 9.779 0.186 -0.198 0.235 -0.236
O 10.831 11.135 24.233 -0.313 -0.296 -0.443
O 10.468 12.559 32.759 -0.128 0.195 -0.19
O 7.305 5.598 25.496 -0.087 -0.606 -0.12
O 8.836 2.817 32.368 0.454 -0.003 0.033
O 1.033 7.386 32.814 -0.352 -0.208 -0.283
O 4.293 3.529 22.592 -0.297 -0.331 0.106
O 3.73 8.701 25.06 -0.29 0.349 -0.04
O 3.186 11.171 31.159 0.388 -0.301 -0.072
O 6.56 11.025 29.773 -0.277 0.565 -0.167
O -0.329 14.564 29.99 0.024 -0.305 -0.282
O 8.29 11.585 31.69 -0.088 0.491 -0.251
O 11.08 13.509 23.091 -0.04 0.383 0.569
O 12.077 6.83 29.444 -0.537 -0.162 0.325
O 3.783 15.121 22.375 -0.238 -0.369 -0.238
O 12.588 8.574 31.748 0.008 -0.294 -0.195
O 13.403 4.583 29.056 0.583 0.084 -0.052
O 2.329 0.468 0.183 -0.163 -0.051 -0.26
O 12.931 12.943 33.527 0.139 0.124 0.522
O 7.879 13.84 26.959 -0.198 0.131 0.137
O 0.345 2.191 0.231 -0.409 0.061 0.12
O 0.132 7.92 23.185 0.13 -0.103 0.583
O 11.59 2.91 33.924 -0.439 0.092 -0.451
O 11.554 14.858 32.23 0.166 0.547 -0.068
O 2.9 5.697 23.014 0.003 0.384 0.544
O 8.688 4.735 27.545 0.064 -0.1 -0.38
O -1.352 -0.703 27.849 -0.039 0.176 0.084
O 10.618 0.875 24.299 0.346 -0.211 0.27
O 0.888 12.385 30.902 -0.058 0.011 -0.031
O 3.305 7.248 31.604 -0.147 0.586 -0.204
O 6.716 3.587 31.009 0.004 0.055 -0.053
O 7.883 6.842 23.154 -0.04 0.384 0.094
O 4.008 1.933 27.218 -0.395 -0.059 -0.464
O -1.003 2.8 25.607 0.007 -0.273 0.355
O -1.635 6.733 29.767 0.482 -0.391 0.05
O 13.139 5.489 31.519 -0.659 -0.172 0.204
O 6.259 7.187 0.019 0.033 0.341 -0.106
O 13.996 7.257 23.902 -0.345 0.108 0.039
O 4.992 -0.485 26.747 -0.057 -0.168 0.433
O 12.665 12.734 27.873 0.455 -0.325 0.283
O 12.828 2.057 29.137 0.196 -0.186 -0.086
O 2.224 0.845 22.808 0.125 0.637 -0.033
O 5.453 1.52 25.095 -0.276 0.219 -0.27
O 10.425 11.799 28.85 -0.296 0.033 0.495
O 12.786 1.81 31.778 -0.364 0.112 -0.033
O 0.684 2.84 31.124 -0.449 0.089 -0.138
O 10.439 14.032 27.304 0.292 -0.101 -0.429
O 5.361 13.222 26.926 -0.1 -0.152 0.55
O 0.112 0.827 29.48 0.162 0.347 -0.183
O 9.118 4.186 30.098 0.177 0.184 0.008
O 4.26 13.628 31.363 -0.194 0.227 -0.715
O 0.161 11.139 24.5 -0.197 -0.243 -0.363
O 4.581 -0.054 31.712 0.36 0.079 -0.397
O 11.952 12.016 0.177 0.15 -0.561 -0.177
O 7.453 0.603 32.215 -0.401 0.043 -0.192
O 0.831 14.685 32.318 0.204 0.214 -0.418
O 8.204 5.397 0.799 -0.042 0.082 -0.452
O 0.936 12.549 22.425 0.365 -0.345 -0.203
O 6.293 9.009 28.084 -0.076 0.057 -0.256
O 8.687 9.848 28.759 0.088 -0.386 0.324
O 1.012 9.967 32.039 0.007 -0.005 -0.053
O 5.763 10.318 24.267 -0.235 0.329 0.203
O -2.279 0.03 30.231 -0.097 -0.167 0.408
O -2.354 3.617 33.258 0.442 0.067 0.242
O 2.386 6.562 25.99 -0.191 0.133 -0.023
O 5.62 11.518 32.155 0.095 -0.111 0.326
O 0.566 3.495 33.72 -0.212 0.114 0.07
O 11.922 5.747 23.37 -0.298 0.316 -0.417
O 7.129 11.318 27.237 0.148 -0.313 -0.11
O -1.729 9.636 22.776 0.383 -0.043 -0.225
O 4.504 14.192 24.702 -0.388 -0.441 0.03
O -1.627 15.445 25.234 -0.06 0.059 0.114
O 3.033 4.432 27.477 0.061 0.289 0.218
O 3.797 4.472 25.06 0.225 -0.404 0.298
O 0.272 10.546 27.081 -0.029 0.251 0.355
O 13.644 8.381 28.014 0.03 0.204 -0.361
O 7.981 0.972 24.562 0.066 0.617 0.253
O -2.693 10.944 31.948 -0.544 0.115 -0.35
O 4.648 5.109 31.148 -0.208 0.068 0.331
O 2.283 8.89 27.272 0.273 0.4 0.064
O 2.901 14.268 26.78 0.015 0.084 0.454
O 6.647 14.714 31.229 0.19 -0.421 -0.216
O 11.508 7.363 26.919 0.211 -0.004 -0.012
O 6.133 7.801 24.797 0.345 0.068 0.653
O -0.239 0.37 23.416 -0.151 0.258 -0.283
O 4.349 2.549 31.788 0.003 0.363 0.214
O 11.285 14.012 29.783 0.244 -0.126 0.17
O 8.875 -0.134 27.431 0.439 0.29 0.115
O 8.395 5.396 32.229 -0.311 -0.04 -0.324
O 8.395 10.227 24.734 -0.144 -0.207 -0.01
O -0.016 8.319 28.424 0.06 -0.586 -0.05
O 10.792 3.529 24.543 -0.418 0.124 0.7
O 1.308 1.761 25.058 0.248 -0.186 0.639
O 12.432 13.025 25.294 -0.352 0.556 0.203
O 4.435 7.4 27.267 -0.132 -0.559 0.051
O 11.373 0.246 30.266 -0.394 0.169 -0.542
O -1.105 9.087 25.293 -0.16 -0.452 0.572
O -1.319 13.205 32.007 -0.205 0.148 0.124

Results
total energy: -103848.184 eV
total energy less fixed offsets of O -438.35, Si -107.03 eV per atom: -3.234 eV
